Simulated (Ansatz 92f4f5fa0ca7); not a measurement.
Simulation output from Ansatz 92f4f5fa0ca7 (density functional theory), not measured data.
Periodic cell of 236 atoms, Si134O102, from a study of silicon, its oxide and their interface. The atomic structure is a simulated model.

Settings: functional PBE; potential files Ansatz PAW; basis plane waves; wave-function cutoff 700 eV; density cutoff ratio 5; exchange-correlation grid ratio 2; k mesh 2 x 2 x 1, shifted by 0.5 0.5 0.5 of a step; self-consistency stop 5e-08 eV per atom in the density residual; occupations Fermi-Dirac, 0.05 eV; spin none; net charge 0.

Cell vectors (angstrom)
a  11.5983  0  0
b  0  15.4644  0
c  -2.8115  5.5312  22.9294

Atoms: element, x, y, z (angstrom)
Si  0.8654  -2.7871  1.0176
Si  -0.0298  0.4424  -1.0977
Si  0.1744  5.6402  -0.7061
Si  -0.1719  8  -0.5239
Si  5.4357  -1.0669  0.5577
Si  4.6195  0.8758  -0.6861
Si  3.7113  5.7472  -0.7091
Si  3.7523  8.2002  -0.5901
Si  8.2618  -2.1265  -0.5082
Si  8.2276  2.3057  0.0158
Si  7.7837  4.9672  -0.9549
Si  7.5385  8.6324  -0.5133
Si  3.0589  10.3683  -2.6449
Si  1.6559  1.0376  0.5643
Si  1.9154  5.0126  0.7252
Si  1.7895  8.7184  0.6809
Si  4.7677  -3.2872  0.4692
Si  5.9103  2.5702  0.4518
Si  5.702  4.9089  0.2491
Si  5.5885  8.5414  0.8355
Si  9.9238  -2.8895  1.0076
Si  9.4563  0.2901  -0.0311
Si  9.6669  5.1191  0.499
Si  9.492  8.585  0.7856
Si  1.6346  -0.8311  2.1454
Si  1.7079  2.9881  1.9734
Si  1.8017  6.8163  2.1696
Si  1.5357  10.6518  2.1043
Si  5.4501  -0.2069  2.7294
Si  5.5673  2.19  2.6981
Si  5.6124  6.5264  2.0986
Si  5.4463  10.5822  2.0961
Si  9.432  -0.8475  2.1858
Si  9.3014  3.229  1.9839
Si  9.5024  6.7369  2.1763
Si  9.4129  10.5933  2.1395
Si  -0.2478  -0.815  3.5566
Si  -0.271  3.0282  3.3149
Si  -0.1492  6.7686  3.4765
Si  -0.323  10.6007  3.5455
Si  3.4556  -0.7986  3.822
Si  3.521  2.8994  3.6237
Si  3.6894  6.6062  3.5768
Si  3.5146  10.6259  3.4107
Si  7.5113  -0.8507  3.7233
Si  7.5602  2.9219  3.7397
Si  7.516  6.7169  3.4484
Si  7.4347  10.7449  3.4705
Si  -0.3056  12.5909  4.8724
Si  -0.2122  1.1709  4.8023
Si  -0.197  4.8958  4.8697
Si  -0.3063  8.6551  4.8077
Si  3.5464  12.5179  4.8619
Si  3.4441  1.1999  5.2511
Si  3.5947  4.7263  5.1302
Si  3.5814  8.6657  4.7173
Si  7.4654  12.6256  5.0391
Si  7.5754  0.9851  5.2143
Si  7.4654  4.9379  4.9752
Si  7.434  8.7012  4.7532
Si  1.6235  12.5005  6.2358
Si  1.4095  1.2389  6.521
Si  1.5422  4.7299  6.4883
Si  1.6451  8.708  6.0724
Si  5.4115  12.5514  6.3005
Si  5.573  1.1448  6.6078
Si  5.6272  4.847  6.4575
Si  5.4697  8.6364  6.1058
Si  9.4733  12.3843  6.3817
Si  9.6188  1.2794  6.3155
Si  9.4598  5.0734  6.2252
Si  9.3687  8.5569  6.1277
Si  1.7156  -0.9201  7.4378
Si  0.5043  2.9924  7.9996
Si  3.3558  7.4607  8.8662
Si  1.5927  10.516  7.5859
Si  5.3208  13.5271  10.4193
Si  6.4554  3.116  7.9727
Si  5.4053  6.8492  7.6925
Si  7.4807  9.9685  8.6262
Si  10.5018  -0.9556  8.4947
Si  9.6433  3.2051  7.5492
Si  9.375  6.8519  7.758
Si  9.501  10.382  7.5621
Si  0.2788  11.2163  11.863
Si  1.8392  3.2206  10.9342
Si  -0.2094  7.4755  8.8743
Si  -0.2388  9.8375  8.9728
Si  4.9047  -0.9471  7.6217
Si  4.9699  3.071  10.7382
Si  1.582  6.8586  7.458
Si  3.5034  9.8475  8.8015
Si  6.3612  15.9446  11.6557
Si  5.7877  4.0652  13.6447
Si  7.3413  7.5733  8.8027
Si  5.4476  10.5044  7.5365
Si  2.0763  6.6241  14.0935
Si  1.4908  6.3504  11.1548
Si  6.6429  8.0433  11.7147
Si  8.4939  11.1408  15.3958
Si  4.914  5.4865  18.2806
Si  -1.3301  0.7443  13.8688
Si  7.3846  17.2701  14.3357
Si  10.4834  13.7589  18.541
Si  4.9886  13.0405  20.4047
Si  -2.4828  12.3312  12.5694
Si  4.2945  14.212  17.7326
Si  1.4804  2.0329  13.8937
Si  7.1083  10.8432  10.7337
Si  3.0951  11.874  11.1529
Si  2.0213  3.8668  15.1999
Si  9.4115  7.212  16.5589
Si  6.7656  15.5961  16.6771
Si  7.8386  1.3198  19.0168
Si  7.607  8.2082  14.4477
Si  4.112  3.6167  16.0934
Si  6.1092  12.7814  15.9126
Si  0.0718  13.9559  15.5321
Si  -3.785  6.3837  18.9898
Si  2.2676  14.7778  15.3859
Si  9.1316  15.1023  11.2959
Si  5.0568  7.1121  13.8856
Si  3.7502  12.2913  14.1358
Si  -3.6459  14.0253  20.1729
Si  -0.676  10.9774  19.785
Si  1.1098  11.072  14.7545
Si  -0.1957  17.8254  22.4513
Si  0.4453  5.9432  16.5527
Si  2.0672  5.8968  19.129
Si  -0.7311  9.9596  16.8621
Si  4.2932  17.1355  21.4134
Si  -2.2272  3.9272  19.6292
Si  4.9539  2.5909  18.7349
Si  0.6438  18.806  19.7854
O  7.062  -1.3412  0.3336
O  3.0531  1.1264  -0.3208
O  9.7098  13.2507  7.8229
O  10.1244  0.3307  7.598
O  0.541  -1.132  8.6105
O  3.2768  -0.8599  8.049
O  0.9676  2.7686  9.6209
O  2.2925  0.7495  14.5673
O  5.726  14.3034  9.0503
O  5.6472  14.4894  11.695
O  5.7682  3.5581  9.4119
O  3.3941  3.2256  10.4467
O  1.5124  12.1579  11.3644
O  9.9904  -0.7914  10.0166
O  2.145  10.9913  -1.4208
O  1.8968  4.261  19.2751
O  -3.3398  6.8869  20.4924
O  0.4558  -1.0289  -1.7568
O  0.7  5.2917  -2.3112
O  3.9774  9.1842  -1.9709
O  5.5863  -3.6939  -0.9389
O  0.584  10.5564  20.7369
O  4.6891  1.0365  -2.3342
O  3.9884  13.7352  19.2662
O  4.1206  17.1519  19.7763
O  9.0182  -0.8486  -1.2572
O  8.2192  3.3662  -1.3589
O  7.5905  5.8637  -2.3473
O  6.5488  13.2247  19.8915
O  6.5304  2.2399  18.8067
O  -3.0001  13.8054  12.1342
O  -0.1712  10.2511  10.6299
O  5.4025  3.904  12.0726
O  1.4168  4.7366  11.3373
O  0.1242  6.8184  10.3849
O  6.1832  12.1646  10.5914
O  5.3242  16.9616  10.9518
O  2.9958  14.7563  16.8854
O  8.0929  3.0648  8.3066
O  5.2335  7.4583  12.2992
O  3.3739  10.4914  10.3515
O  10.0563  16.0224  12.2641
O  8.9412  16.8689  14.5263
O  2.8605  6.7785  10.3416
O  3.5533  6.318  18.5962
O  1.7103  2.249  12.2637
O  7.7853  15.915  10.8368
O  10.4168  5.9406  16.5763
O  -0.3809  12.5053  19.2745
O  7.817  7.9213  12.8563
O  2.7323  11.2559  14.9131
O  6.2097  6.3971  18.6551
O  1.0574  6.9026  15.3492
O  8.3835  11.1749  11.6955
O  6.2883  9.6154  11.4441
O  0.6667  10.1741  16.0433
O  5.6895  5.6189  14.066
O  10.9178  13.8027  16.977
O  -0.1218  1.7774  14.0998
O  3.7411  13.1456  10.3663
O  7.2343  11.6748  16.27
O  2.3676  5.0184  14.0566
O  -0.6913  3.977  19.0546
O  1.0079  6.4456  18.0107
O  4.8648  4.1517  19.2064
O  8.0739  15.9641  17.6029
O  -3.0779  7.3688  17.9085
O  4.8877  4.9776  16.7084
O  9.7718  11.0773  16.3902
O  7.1964  7.2043  10.4405
O  6.884  14.2323  15.7652
O  4.9499  12.8692  17.0474
O  1.4735  7.0548  12.6466
O  6.0027  8.1088  14.7862
O  -2.8098  12.1404  14.15
O  3.8145  11.7996  12.6007
O  -0.986  14.7792  14.5735
O  6.5985  16.8884  15.7054
O  -3.2187  4.8633  18.7285
O  7.2664  18.8628  13.9469
O  0.7146  10.4456  13.2721
O  8.1563  9.6708  14.8291
O  -0.6004  10.0044  18.4757
O  0.3025  12.4846  14.8578
O  -2.7069  13.5724  18.8885
O  8.4343  7.0763  15.27
O  0.8484  4.3867  16.2459
O  3.1392  13.785  14.3889
O  7.7539  10.1766  -1.1136
O  3.7409  11.6757  -3.4075
O  0.3242  19.0026  21.3801
O  3.5237  7.3439  14.3688
O  -0.9092  12.2544  12.2365
O  5.3236  12.271  14.5809
O  4.3396  2.4416  17.2236
O  5.4684  15.3667  17.6544
O  8.9995  2.3532  19.4639
O  2.1147  9.6613  -3.75
O  10.3532  8.5061  16.4091
O  6.6722  16.3826  13.1812
O  4.8053  3.2239  14.6455
O  -3.8988  15.6546  20.1773

Results
free energy: -143202.981 eV
free energy less fixed offsets of O -569.03, Si -635.61 eV per atom: 9.819 eV
pressure: 0.04 GPa
stress xx, yy, zz, yz, xz, xy (GPa, positive in tension): 0.14, -1, 0.74, -0.04, -0.15, -0.33

Forces (eV/angstrom), in the order of the atoms: element, x, y, z
Si  0.1478  -0.1524  -0.176
Si  -0.3594  0.1622  -0.1104
Si  0.1037  -0.1887  -0.1505
Si  0.1401  0.2575  -0.1185
Si  -0.0475  0.6455  0.3749
Si  0.4755  0.2716  -0.2553
Si  0.0926  -0.5311  0.0468
Si  -0.045  0.5908  -0.2485
Si  0.5053  0.1154  -0.2807
Si  -0.0491  -0.0674  -0.3412
Si  0.1227  -0.3167  -0.1278
Si  0.1484  0.3596  0.2642
Si  -0.1822  0.0806  -0.0465
Si  0.0638  -0.1005  -0.046
Si  0.126  0.0863  -0.133
Si  -0.3078  -0.2279  -0.0116
Si  0.0203  -0.503  0.0057
Si  -0.3214  -0.3065  0.082
Si  0.1237  0.4306  -0.0486
Si  -0.09  -0.0481  0.047
Si  0.2261  0.2677  0.2136
Si  0.0846  -0.0746  -0.1432
Si  -0.0397  0.2342  0.0783
Si  0.1932  0.122  0.3398
Si  -0.0174  0.101  0.2911
Si  0.0141  0.0645  0.2178
Si  -0.0082  0.1215  0.1045
Si  0.0251  -0.005  -0.0693
Si  0.1123  0.1047  0.2164
Si  -0.0926  -0.1499  0.013
Si  -0.0408  -0.2072  -0.0025
Si  0.1208  0.0931  0.0368
Si  -0.1524  -0.0363  0.0001
Si  -0.114  -0.2906  0.0151
Si  0.0834  0.1156  -0.1498
Si  0.0872  -0.0265  -0.2371
Si  -0.1465  0.1117  0.1507
Si  -0.1048  0.0324  0.0126
Si  0.0441  0.0503  -0.1127
Si  -0.1163  -0.1202  0.0675
Si  -0.1596  -0.0343  -0.109
Si  -0.0321  -0.1568  -0.1389
Si  -0.1051  0.0932  -0.0545
Si  -0.0595  0.0935  0.1302
Si  0.1808  0.0168  -0.1452
Si  0.1931  0.0885  -0.044
Si  0.035  -0.078  0.0736
Si  -0.0403  -0.1174  0.1434
Si  0.1259  0.1633  -0.2199
Si  -0.0571  -0.0507  -0.2053
Si  -0.0873  -0.1592  -0.1614
Si  0.0705  0.0544  0.1159
Si  -0.0653  -0.0884  -0.1284
Si  0.0684  0.0511  0.2219
Si  -0.0149  0.0196  0.048
Si  0.0372  0.018  0.1993
Si  -0.0738  -0.0376  -0.0777
Si  -0.0082  0.0343  -0.0343
Si  -0.0564  -0.0201  -0.0133
Si  -0.1047  -0.0183  0.0333
Si  0.0476  0.0332  -0.0656
Si  0.0741  -0.0885  -0.1419
Si  -0.0563  -0.0446  0.0434
Si  -0.0792  0.0082  -0.2743
Si  -0.0678  0.0469  0.0483
Si  0.0769  -0.049  0.0206
Si  0.2366  -0.0676  0.0895
Si  -0.165  0.1969  -0.075
Si  0.1174  0.0551  0.4902
Si  0.1061  -0.2582  -0.0204
Si  0.0462  -0.1195  0.1126
Si  0.1785  0.1423  0.063
Si  0.1621  -0.1853  0.264
Si  0.6525  -0.1571  0.4954
Si  -0.1286  -0.7151  0.2268
Si  0.0944  0.0637  0.013
Si  0.1982  -0.091  0.4313
Si  -0.3885  0.1082  -0.223
Si  -0.1923  0.1846  -0.058
Si  -0.1393  0.1073  0.0164
Si  0.1298  -0.0445  0.1359
Si  -0.7486  0.0931  -0.5737
Si  -0.1414  0.1568  -0.0258
Si  -0.1108  -0.061  -0.1071
Si  -0.0389  0.1571  0.2704
Si  0.3079  0.062  0.2207
Si  0.17  -0.5045  0.054
Si  0.0896  0.4767  0.585
Si  -0.0681  0.04  0.1716
Si  0.2251  -0.3651  0.3583
Si  -0.0867  0.2232  0.0672
Si  0.0576  0.7451  0.4195
Si  0.2745  0.1227  0.2983
Si  0.2044  -0.0281  0.1312
Si  0.1882  -0.0573  0.3356
Si  0.0611  -0.0626  -0.0035
Si  0.1559  -0.0424  0.3104
Si  0.0504  0.2223  0.1166
Si  0.0382  0.1242  0.3251
Si  -0.1106  -0.0885  -0.0226
Si  0.1296  0.102  -0.1589
Si  -0.2327  -0.1543  0.0074
Si  0.0299  0.0133  -0.1683
Si  -0.2294  0.0342  -0.1633
Si  0.0205  -0.5969  -0.4116
Si  -0.2773  0.0624  0.1104
Si  0.397  -0.1485  -0.3891
Si  -0.3396  -0.396  -0.0025
Si  0.1964  -0.1393  -0.0467
Si  0.0968  0.0855  0.1519
Si  0.0629  0.0532  -0.0133
Si  -0.1866  -0.0125  -0.039
Si  0.0926  -0.0525  -0.3709
Si  0.0169  -0.0901  -0.2862
Si  0.0005  -0.039  0.2048
Si  0.7656  0.1286  0.3629
Si  0.1414  -0.081  -0.1349
Si  -0.3898  0.0083  -0.1578
Si  -0.1071  -0.0882  -0.4463
Si  0.328  -0.0314  -0.2093
Si  -0.3347  -0.0251  0.2358
Si  0.1142  0.1028  0.3031
Si  0.0921  -0.124  0.2327
Si  0.2409  0.0223  0.0214
Si  -0.2767  -0.2641  -0.2341
Si  0.1085  -0.0254  0.1416
Si  -0.7796  -0.0396  -0.0214
Si  -0.1695  0.1286  -0.0071
Si  0.2409  0.1151  -0.256
Si  -0.1718  -0.0377  -0.3725
Si  -0.3777  -0.1866  -0.7322
Si  -0.1597  0.1735  -0.4922
Si  0.0645  0.2279  -0.4872
Si  -0.088  0.2234  -0.3967
O  0.4539  -0.2108  -0.2128
O  -0.0537  -0.1329  0.1798
O  -0.0137  0.0639  -0.4419
O  -0.1042  -0.111  0.0006
O  -0.2018  -0.0169  -0.1472
O  0.1888  0.0776  -0.4128
O  -0.2816  0.026  -0.5257
O  0.0226  0.1304  -0.0144
O  -0.0588  0.0889  -0.28
O  -0.1162  -0.1865  -0.2206
O  0.1159  0.0286  -0.2431
O  -0.1559  0.0142  -0.0494
O  0.0107  -0.0866  -0.1909
O  0.1235  -0.0698  -0.2855
O  0.3053  0.0911  0.0378
O  -0.0619  -0.212  0.1755
O  0.1727  -0.2331  0.299
O  0.0239  0.2084  0.2132
O  -0.0027  0.1817  0.295
O  0.0847  -0.1927  0.2571
O  -0.0855  -0.2126  -0.0356
O  -0.0116  0.3103  0.2477
O  -0.1075  -0.0836  0.3257
O  0.0114  -0.0152  0.2266
O  -0.1065  -0.1961  0.2896
O  -0.2581  -0.0322  0.4828
O  -0.0196  -0.045  0.6695
O  0.1573  0.2711  0.0695
O  -0.2783  0.0951  0.1695
O  -0.0966  -0.0267  0.1564
O  0.0468  0.0826  -0.0798
O  -0.0567  -0.3399  -0.6559
O  -0.0659  0.0373  -0.1937
O  -0.0642  -0.0203  -0.0318
O  -0.0771  0.1945  -0.2219
O  -0.1087  0.091  -0.0341
O  -0.1331  0.1383  -0.1173
O  -0.002  -0.0203  0.0668
O  0.1932  0.0908  -0.02
O  -0.0475  -0.0974  -0.1806
O  0.044  -0.3378  -0.3068
O  0.0381  -0.0328  -0.0497
O  0.0594  -0.0111  0.0142
O  0.1148  0.2095  -0.1112
O  -0.1418  -0.0504  0.0836
O  0.066  0.0603  -0.2366
O  -0.0079  -0.0006  -0.0518
O  0.1392  -0.0214  0.0209
O  0.0568  -0.0552  0.2003
O  -0.1002  0.009  -0.1371
O  -0.0457  0.0307  -0.0971
O  0.0813  0.0196  0.1447
O  0.0526  -0.0793  -0.01
O  -0.0695  -0.0167  -0.065
O  -0.0161  -0.0155  -0.1109
O  -0.0416  0.0588  -0.0105
O  -0.0319  -0.0564  -0.084
O  -0.0818  -0.0483  0.2609
O  0.3089  0.2542  0.0659
O  -0.0757  -0.0776  -0.0496
O  0.0085  0.0649  0.0647
O  -0.1574  0.0287  0.0077
O  0.1049  -0.0886  0.2049
O  -0.0172  -0.051  0.0105
O  0.0222  -0.2029  0.1449
O  -0.0272  0.0516  0.1925
O  0.0524  -0.0127  0.1317
O  -0.275  -0.0833  0.1232
O  0.1206  -0.0273  0.127
O  -0.0407  0.1061  -0.3864
O  -0.0954  0.0499  0.1878
O  -0.1988  0.1993  0.1973
O  0.0301  -0.099  -0.2916
O  -0.0217  -0.0659  -0.1435
O  0.0523  -0.0237  -0.0421
O  0.0036  0.0025  -0.1035
O  0.2126  -0.0197  0.0517
O  -0.0094  -0.0998  0.1095
O  0.1071  -0.114  0.1327
O  -0.1444  0.0236  -0.0323
O  -0.0175  -0.0042  -0.1514
O  0.0055  -0.0213  -0.082
O  -0.0254  0.1076  0.2939
O  0.0521  0.1314  0.0628
O  0.0039  0.0347  0.0173
O  0.0118  0.033  0.0077
O  0.2718  -0.0486  -0.2224
O  -0.0684  0.2195  0.0428
O  -0.1699  0.3887  0.1209
O  0.0212  -0.1789  0.0919
O  0.1242  -0.0224  0.236
O  -0.1263  -0.0952  -0.1405
O  0.1906  -0.1107  -0.0928
O  -0.197  0.0315  -0.1523
O  -0.1081  0.0926  0.15
O  -0.2556  -0.034  0.195
O  0.049  -0.0005  0.1732
O  0.118  0.053  0.0136
O  0.1085  0.0874  0.0833
O  -0.0748  -0.0358  -0.1551
O  -0.3783  0.0352  0.0088
O  -0.0651  -0.0481  0.074

The program warned: the cutoff lies below the one the program advises for these potential files.
